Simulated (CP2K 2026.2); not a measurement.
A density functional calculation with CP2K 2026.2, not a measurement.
Periodic cell of 518 atoms, Si360O158, from a study of silicon, its oxide and their interface. The atomic structure is a simulated model.
Doubt: the forces sum to 2.22 eV/angstrom along one axis rather than to zero, so they err by at least 0.0043 eV/angstrom per atom on average; the grid cutoff is modest.

Settings: functional PBE; method Gaussian and plane waves; basis set DZVP-MOLOPT-SR-GTH; pseudopotentials GTH-PBE; grid cutoff 300 Ry, relative cutoff 40 Ry; k points Gamma only; occupations fixed; spin none; net charge 0.

Cell vectors (angstrom)
a	16.32	0	0
b	0	16.32	0
c	5.1703	4.3653	34.7145

Atoms and the computed forces on them: element, x, y, z (angstrom), force x, y, z (eV/angstrom)
Si	-1.881	5.819	25.613	0.073	0.105	-0.088
Si	1.869	1.804	-0.285	0.221	0.322	0.594
Si	5.029	4.128	-3.345	-0.011	0.03	-0.082
Si	0.394	6.935	0.211	-0.035	0.304	0.456
Si	-0.949	-7.364	0.209	0.021	0.005	-0.095
Si	1.941	-4.427	-0.126	0.086	-0.047	-0.011
Si	1.159	-3.962	-2.322	0.202	0.02	0.597
Si	4.93	-1.562	0.149	-0.004	-0.042	-0.027
Si	0.14	3.344	-2.479	0.298	0.625	-0.167
Si	-9.76	5.394	-1.004	-0.096	0.002	0.07
Si	3.784	-6.084	-0.289	-0.032	0.696	0.318
Si	-9.743	-3.354	0.154	-0.069	0.045	0.02
Si	-5.814	-0.234	1.285	0.147	-0.002	0.69
Si	-4.66	0.691	-1.527	-0.163	-0.016	0.208
Si	-6.891	2.382	-2.557	-0.093	-0.03	-0.005
Si	-4.264	7.257	-0.696	0.133	0.058	0.037
Si	-6.023	-4.014	-2.466	-0.131	0.014	0.143
Si	-3.475	-2.231	-1.747	0.1	0.002	0.128
Si	-0.072	-0.018	1.388	0.171	0.145	0.655
Si	2.861	2.943	1.521	-0.41	-0.415	0.133
Si	-0.452	5.246	1.665	0.01	-0.135	-0.078
Si	2.382	7.917	1.309	-0.344	-0.392	0.486
Si	0.183	-5.501	1.193	-0.083	0.041	0.041
Si	2.955	-2.64	1.176	-0.023	0.05	-0.057
Si	5.735	0.16	1.687	0.005	0.001	-0.061
Si	7.437	1.923	1.578	-0.047	-0.025	0.11
Si	5.071	5.117	1.544	0.066	0.019	0.676
Si	8.736	-7.501	1.151	0.056	0.479	0.461
Si	5.505	-5.242	1.192	0.068	-0.004	-0.071
Si	-8.007	-2.464	1.511	-0.344	-0.32	0.195
Si	-9.026	-3.275	-2.086	-0.322	0.01	0.577
Si	-2.92	3.25	-1.545	-0.025	0.031	-0.01
Si	-2.362	3.669	1.509	0.262	0.033	0.598
Si	-2.634	8.112	1.65	0.312	0.349	0.259
Si	-5.783	-5.866	1.462	0.002	0.023	-0.041
Si	-2.336	-2.238	1.188	-0.161	-0.33	0.819
Si	-1.406	1.608	2.558	-0.021	0.049	0.024
Si	1.282	4.128	2.815	0.003	0.019	0.008
Si	-1.416	6.789	3.108	-0.036	-0.019	-0.027
Si	1.358	9.495	2.747	-0.024	-0.036	-0.044
Si	-1.284	-4.042	2.434	-0.024	0.034	-0.057
Si	1.452	-1.374	2.599	-0.041	0.013	0.006
Si	4.061	1.362	2.829	0.012	0.011	-0.001
Si	6.681	3.876	2.747	0.011	0.003	-0.094
Si	3.928	6.772	2.716	0.062	0.052	-0.044
Si	6.873	-6.737	2.483	-0.037	-0.005	0.007
Si	4.128	-4.043	2.686	-0.012	-0.002	0.013
Si	-9.433	-1.353	3.016	0.071	0.044	-0.055
Si	-6.918	1.265	2.718	0.035	0.072	-0.124
Si	-4.198	4.357	2.904	0.413	-0.357	0.146
Si	-6.466	6.486	2.801	-0.168	0.096	0.661
Si	-4.112	-6.825	2.811	-0.005	-0.042	0.003
Si	-6.761	-4.083	2.66	-0.002	0.05	0.042
Si	-4.063	-1.284	2.54	0.018	-0.005	-0.072
Si	-2.741	0.133	3.911	0.02	-0.009	0.026
Si	-0.027	2.708	4.125	0.027	-0.004	0.011
Si	-2.806	5.483	4.407	0.01	-0.07	0.043
Si	0.029	8.218	4.208	-0.01	0.063	0.057
Si	-2.672	-5.351	3.948	0.031	0.021	-0.027
Si	0.055	-2.749	3.929	-0.046	0.018	0.023
Si	2.697	-0.044	4.084	-0.005	0.072	0.033
Si	5.375	2.688	4.25	-0.041	-0.025	0.021
Si	2.641	5.478	4.173	-0.003	-0.053	0.045
Si	5.463	-8.137	3.874	0.034	-0.04	0.043
Si	2.764	-5.438	4.028	0.022	-0.014	0.005
Si	5.436	-2.761	4.155	-0.001	-0.047	0.011
Si	-8.091	0.002	4.307	-0.027	0.021	0.024
Si	-5.484	2.701	4.004	-0.012	0.013	0.022
Si	-8.172	5.319	3.977	0.047	0.003	-0.054
Si	-5.395	8.089	4.188	-0.003	0.005	-0.007
Si	-8.191	-5.411	4.014	0.004	-0.018	-0.015
Si	-5.343	-2.712	3.977	0.011	-0.007	0.009
Si	-1.347	-1.315	5.255	-0.01	-0.02	-0.033
Si	1.34	1.331	5.447	0.016	-0.008	0.016
Si	-1.357	4.052	5.539	0.021	-0.01	-0.004
Si	1.355	6.839	5.552	-0.029	0.003	-0.003
Si	-1.386	9.608	5.433	0.003	0.012	-0.002
Si	1.373	-4.08	5.379	-0.018	0.008	-0.007
Si	4.077	-1.363	5.463	0.005	-0.007	-0.007
Si	6.794	1.36	5.567	0.019	0.032	-0.005
Si	4.016	4.1	5.512	-0.009	0.025	0.007
Si	6.796	6.784	5.286	-0.012	0.018	-0.009
Si	4.145	-6.807	5.354	0.012	-0.001	0.011
Si	6.822	-4.106	5.467	-0.015	-0.015	0.021
Si	-6.688	-1.419	5.475	0.017	-0.033	-0.017
Si	-4.093	1.37	5.386	0.011	0.036	-0.002
Si	-6.826	4.04	5.425	-0.01	-0.012	0.027
Si	-4.118	6.857	5.694	-0.052	0.008	0.027
Si	-6.83	-6.801	5.383	0.006	-0.027	0.007
Si	-4.022	-4.05	5.377	-0.007	-0.002	0.015
Si	-0.03	-0.033	6.76	-0.013	0.018	-0.008
Si	2.678	2.707	6.832	-0.017	-0.001	0.014
Si	-0.011	5.454	6.868	-0.008	-0.014	0.012
Si	2.782	-8.12	6.799	-0.001	0.02	0.002
Si	0.011	-5.396	6.783	-0.01	-0.01	-0.001
Si	2.707	-2.73	6.787	-0.003	-0.007	0.01
Si	5.426	-0.024	6.853	0.005	0	0.027
Si	8.166	2.735	6.859	-0.012	0	0.012
Si	5.446	5.481	6.763	0.003	-0.027	-0.02
Si	8.128	-8.182	6.729	-0.002	0.006	-0.012
Si	5.448	-5.467	6.79	0.007	-0.003	0.016
Si	8.203	-2.743	6.8	-0.018	0.002	0.018
Si	-5.386	-0.004	6.805	-0.007	-0.003	0.004
Si	-2.755	2.695	6.823	0.003	-0.014	0.008
Si	-5.512	5.404	6.861	0.024	-0.014	0.01
Si	-2.697	8.254	6.882	0.017	0.022	-0.006
Si	-5.426	-5.431	6.725	0	0.005	-0.01
Si	-2.676	-2.663	6.713	0.022	-0.004	-0.017
Si	-1.352	1.376	13.608	-0.008	0.004	0.002
Si	1.367	4.095	13.616	-0.001	-0.004	0.004
Si	-1.356	6.831	13.557	-0.004	-0.008	-0.006
Si	1.381	-6.768	13.612	-0.025	0.017	0.001
Si	-1.35	-4.048	13.597	-0.015	0.005	-0.003
Si	1.375	-1.364	13.602	0.023	-0.011	-0.009
Si	4.088	1.381	13.583	-0.013	0.01	-0.01
Si	6.794	4.079	13.609	0.001	-0.005	-0.011
Si	4.074	-9.523	13.641	0.029	-0.012	0.009
Si	6.76	-6.805	13.604	-0.019	0.003	-0.01
Si	4.096	-4.092	13.622	-0.009	-0.007	-0.015
Si	6.814	-1.381	13.583	-0.004	0.017	-0.005
Si	-6.817	1.341	13.59	0.008	0.009	-0.012
Si	-4.109	4.075	13.582	0.014	0	-0.012
Si	-6.828	6.771	13.598	0.006	-0.009	0.005
Si	-4.094	9.53	13.582	0.01	-0.003	0.014
Si	-6.8	-4.092	13.579	0.01	-0.019	0.01
Si	-4.058	-1.335	13.605	-0.012	0.016	0.002
Si	-2.708	0.034	14.982	0.018	-0.01	0.011
Si	0.007	2.733	14.971	0.03	-0.001	0.009
Si	-2.762	5.491	14.883	-0.018	-0.022	-0.006
Si	0.027	8.166	14.932	-0.004	0.007	-0.002
Si	-2.738	-5.398	14.922	0.018	0.013	-0.005
Si	0.015	-2.707	14.978	-0.017	0.007	0.018
Si	2.726	0.027	14.928	0.005	0.012	0.012
Si	5.456	2.712	14.97	0.007	0.003	-0.002
Si	2.726	5.434	15.012	-0.028	0.012	0.005
Si	5.419	-8.155	15.007	0.007	0.009	-0.014
Si	2.724	-5.415	15.017	0.05	-0.004	0.015
Si	5.491	-2.754	14.966	0.004	-0.016	0.01
Si	-8.157	-0.03	14.963	0.002	0	-0.005
Si	-5.467	2.702	14.946	-0.015	-0.001	0.015
Si	-8.186	5.425	14.995	-0.011	-0.014	-0.004
Si	-5.464	8.141	14.92	0.008	-0.008	0.008
Si	-8.196	-5.437	14.928	-0.007	0.023	0.002
Si	-5.418	-2.728	14.914	0.033	-0.001	-0.012
Si	-1.32	-1.316	16.336	0.018	0.053	-0.007
Si	1.356	1.336	16.338	-0.041	0.016	-0.009
Si	-1.403	4.152	16.217	0.02	0.007	-0.002
Si	1.386	6.848	16.354	0.031	-0.006	0.027
Si	-1.362	-6.771	16.215	-0.037	-0.024	-0.043
Si	1.372	-4.029	16.381	-0.016	0.007	0.033
Si	4.151	-1.308	16.224	0.02	0.018	-0.041
Si	-9.471	1.373	16.328	-0.008	-0.002	0.001
Si	4.086	4.03	16.358	0.019	-0.009	0.007
Si	-9.547	6.793	16.361	0.009	-0.01	-0.002
Si	4.064	-6.801	16.396	-0.032	0.006	-0.016
Si	-9.496	-4.123	16.389	0	-0.025	0.031
Si	-6.803	-1.445	16.285	-0.016	-0.009	0.002
Si	-4.134	1.342	16.328	0.017	0.014	0.069
Si	-6.808	4.052	16.337	0.009	-0.016	-0.015
Si	-4.115	6.799	16.301	0.011	-0.009	-0.015
Si	-6.866	9.484	16.233	0.002	-0.033	0.001
Si	-4.064	-4.031	16.318	-0.02	-0.011	0.042
Si	-0.015	0.046	17.777	-0.058	-0.082	-0.017
Si	2.765	2.603	17.71	0.048	-0.02	0.062
Si	-0.058	5.489	17.595	0.021	-0.032	-0.006
Si	2.728	8.18	17.822	0.026	-0.015	-0.032
Si	-0.034	-5.485	17.642	0.057	-0.018	0
Si	2.783	-2.537	17.616	-0.013	0.06	0.051
Si	5.528	-0.037	17.64	0.014	0.021	-0.03
Si	-8.092	2.663	17.747	0.007	0.01	-0.022
Si	5.414	5.416	17.717	0.002	0.019	0.019
Si	-8.163	8.158	17.695	-0.001	0.031	-0.006
Si	5.448	-5.485	17.766	-0.004	-0.028	0.004
Si	-8.066	-2.809	17.744	0.002	-0.012	-0.008
Si	-5.446	-0.155	17.66	0.007	0.012	-0.038
Si	-2.795	2.847	17.561	-0.001	0.037	-0.023
Si	-5.484	5.442	17.688	-0.004	-0.019	0
Si	-2.744	-8.086	17.556	0.007	-0.01	0.002
Si	-5.521	-5.449	17.514	0.004	0.015	-0.033
Si	-2.65	-2.668	17.695	0.027	0.056	-0.019
Si	-1.547	1.468	18.925	0.017	-0.012	0.016
Si	1.263	4.012	18.846	-0.01	-0.021	0.006
Si	-1.391	6.943	18.925	0.038	-0.019	0.036
Si	1.28	-6.77	19.136	0.033	-0.019	-0.013
Si	-1.296	-4.07	19.013	-0.04	0.008	0.023
Si	1.488	-1.214	19.154	-0.032	0.087	0.043
Si	4.192	1.205	19.086	-0.064	0.016	0.054
Si	-9.442	4.106	19.03	0.042	0.042	-0.031
Si	4.04	6.717	19.175	0.002	0.037	-0.036
Si	-9.535	9.401	19.156	-0.067	-0.035	0.013
Si	4.112	-3.931	18.926	0.033	0.006	-0.052
Si	6.946	-1.336	19.007	0.009	0.007	0.007
Si	-6.723	1.196	19.068	0.02	0.001	0.059
Si	-4.123	4.119	19.062	0.028	-0.037	0.016
Si	-6.758	6.853	19.074	-0.059	-0.038	-0.024
Si	-4.118	-6.686	18.845	0.03	0.049	0.008
Si	-6.744	-4.258	19.112	0.034	-0.019	0.033
Si	-4.085	-1.443	19.126	-0.007	-0.013	0.038
Si	-3.205	0.462	20.266	-0.096	0.091	-0.022
Si	-0.293	2.949	20.216	-0.035	-0.001	-0.055
Si	-2.859	5.738	20.281	0.004	0.029	0.039
Si	3.099	-2.189	-6.875	0.029	-0.166	-0.013
Si	-3.032	-5.132	20.226	-0.091	0.009	0.022
Si	0.603	-3.147	20.148	-0.028	-0.001	0.061
Si	2.956	-0.033	20.744	0.111	-0.09	0.047
Si	5.537	2.694	20.285	0.005	-0.088	-0.002
Si	3.76	3.806	21.341	-0.413	-0.399	-0.296
Si	5.722	7.734	20.544	-0.148	0.111	-0.603
Si	2.275	-4.855	20.094	-0.037	-0.037	-0.017
Si	5.446	0.105	24.049	-0.063	0.079	-0.096
Si	-3.929	-0.303	23.872	0.054	-0.02	0.138
Si	-5.1	2.348	20.324	0.031	-0.046	0.016
Si	-8.224	5.599	20.427	0.054	-0.098	-0.477
Si	-5.392	-7.996	20.316	-0.019	0.085	0.15
Si	-8.145	-5.615	20.543	-0.009	0.01	0.127
Si	-4.902	-3.398	20.358	0.286	-0.127	-0.538
Si	-0.209	-2.815	22.272	0.323	-0.085	-0.586
Si	-10.332	-4.946	-4.401	0.033	0.092	0.074
Si	2.594	1.907	22.288	-0.013	0.048	-0.032
Si	-0.237	8.312	20.525	0.018	0.026	0.016
Si	0.562	6.281	21.578	-0.169	0.007	-0.495
Si	5.609	-2.668	20.31	-0.061	-0.059	0.028
Si	3.416	2.244	24.488	-0.242	-0.161	-0.669
Si	-9.257	1.536	21.712	-0.105	-0.189	-0.701
Si	2.414	5.39	20.286	0.032	0.086	-0.055
Si	3.984	-7.467	23.028	0.115	0.147	-0.205
Si	-1.209	4.704	21.443	-0.026	-0.037	0.019
Si	-9.263	-4.686	24.716	-0.05	-0.074	-0.109
Si	-8.067	-0.148	20.555	-0.196	0.388	-0.256
Si	-1.784	-0.319	21.975	-0.329	0.159	-0.535
Si	0.968	-0.027	-7.002	-0.071	-0.012	-0.045
Si	-6.789	-7.006	21.919	-0.135	0.107	-0.752
Si	-7.048	-2.757	25.572	-0.023	-0.042	-0.212
Si	-1.613	-5.283	23.518	-0.226	-0.487	-0.324
Si	-2.085	-6.833	21.698	-0.091	0.02	-0.066
Si	-2.534	-7.519	-7.785	0.021	0.075	0
Si	0.952	7.484	-4.909	-0.011	-0.067	0.008
Si	6.552	-4.34	21.644	0.413	0.212	-0.595
Si	-6.627	3.311	21.965	0.355	-0.17	-0.544
Si	-0.371	-6.277	-3.82	0.12	-0.08	0.01
Si	-3.105	1.315	-6.234	0.068	-0.019	0.004
Si	0.29	1.833	22.16	0.438	0.361	-0.371
Si	-5.825	-5.117	-7.443	0.004	0.069	-0.079
Si	0.868	5.585	-2.681	-0.187	-0.594	0.021
Si	0.612	7.583	26.629	-0.099	-0.126	-0.083
Si	-5.96	-3.262	-5.276	-0.024	0.026	-0.018
Si	-9.704	6.636	25.519	-0.051	0.58	0.137
Si	-5.469	-6.519	24.508	-0.028	-0.06	-0.084
Si	-1.621	3.675	23.5	-0.026	0.251	-0.567
Si	-4.581	2.673	24.274	0.066	-0.179	-0.079
Si	-5.014	-6.191	-0.72	0.1	0.13	0.579
Si	3.512	-3.108	-4.06	0.091	-0.032	0.057
Si	5.137	-1.203	-2.186	0.077	-0.146	0.741
Si	-6.553	7.069	-4.067	-0.094	-0.032	0.032
Si	-2.34	-7.204	-1.673	0.378	0.03	0.591
Si	-4.992	-7.957	-6.354	-0.012	-0.115	-0.001
Si	-8.438	-4.04	-6.594	0.083	-0.031	0.02
Si	0.339	-2.121	25.04	-0.034	0.027	-0.134
Si	5.033	-4.922	26.868	0.12	-0.09	-0.019
Si	-0.819	-1.842	-3.38	0.002	0.097	0.072
Si	-8.376	8.019	-1.792	0.022	-0.01	0.133
Si	-8.317	0.49	-6.46	0.112	-0.015	-0.029
Si	2.072	6.827	24.034	-0.099	-0.013	-0.091
Si	3.559	-4.795	21.984	-0.337	0.296	-0.454
Si	-6.974	7.498	24.302	0.012	-0.048	-0.152
Si	-8.745	3.08	-4.865	0.062	0.071	0.059
Si	-5.384	-0.519	-5.875	-0.002	0.096	-0.142
Si	5.132	-7.29	-2.875	-0.185	-0.048	0.137
Si	-10.395	-7.364	25.467	0.328	-0.407	0.126
Si	-8.425	5.851	-6.312	0.047	0.012	0.013
Si	4.45	1.65	-1.941	0.002	0.027	0.008
Si	-3.62	7.546	21.598	0.113	-0.032	0.043
Si	-3.329	-1.109	-7.741	-0.067	0.001	-0.107
Si	-0.842	-5.991	26.518	0.008	0.005	-0.104
Si	-9.082	-0.578	26.537	-0.025	0.13	0.036
Si	-4.076	7.327	23.855	-0.055	-0.047	-0.528
Si	-10.127	-1.698	-7.492	-0.016	0.031	-0.071
Si	-0.434	1.008	-4.482	-0.106	-0.041	0.024
Si	-0.532	-5.315	-6.763	0.006	-0.091	0.05
Si	-2.737	-3.015	24.994	-0.017	0.113	-0.247
Si	-4.741	-4.321	26.637	-0.039	-0.034	0.111
Si	-9.129	2.479	-0.617	-0.004	-0.293	0.545
Si	3.476	6.465	-3.85	-0.018	0.052	-0.03
Si	-5.272	4.897	-2.236	-0.008	0.081	-0.007
Si	-1.034	-2.307	-6.448	0.034	0.101	0.072
Si	4.49	4.984	23.981	0.073	0.041	0.014
Si	4.154	-1.812	21.909	-0.097	0.226	-0.752
Si	-6.151	-1.804	22.595	-0.133	-0.027	0.004
Si	-1.374	1.33	8.151	-0.007	-0.009	0
Si	1.347	4.08	8.202	-0.002	-0.019	0.006
Si	-1.359	6.837	8.204	0.005	-0.004	0.011
Si	1.376	-6.772	8.138	0.006	-0.006	-0.011
Si	-1.348	-4.025	8.125	0.005	0.012	-0.001
Si	1.346	-1.367	8.143	-0.006	0.013	-0.005
Si	4.061	1.357	8.183	-0.007	0.006	0.01
Si	6.785	4.115	8.161	0.02	0.018	0.001
Si	4.105	6.82	8.161	-0.004	0.006	-0.009
Si	6.799	-6.83	8.138	-0.002	-0.012	0.013
Si	4.078	-4.094	8.14	0.017	-0.004	-0.009
Si	6.823	-1.385	8.162	-0.007	-0.012	0.012
Si	-6.78	1.345	8.163	0.004	-0.003	-0.004
Si	-4.104	4.065	8.186	0.001	0.015	0.004
Si	-6.864	6.801	8.162	0.007	-0.012	0.017
Si	-4.1	-6.737	8.181	-0.007	-0.009	0.019
Si	-6.771	-4.105	8.146	0	0.004	0.004
Si	-4.027	-1.358	8.147	0.018	0.01	-0.001
Si	-2.707	-0.007	9.537	0.013	-0.006	0.012
Si	-0.021	2.703	9.524	-0.009	0.019	0
Si	-2.737	5.452	9.524	-0.006	-0.001	0.006
Si	0.031	-8.133	9.529	0.011	-0.005	-0.006
Si	-2.713	-5.378	9.507	-0.01	0.015	-0.002
Si	0.007	-2.709	9.525	-0.001	0.001	0.008
Si	2.701	-0.008	9.526	0	0.003	-0.005
Si	5.431	2.733	9.516	-0.011	-0.002	0.002
Si	2.733	5.457	9.52	0.025	-0.004	-0.004
Si	5.447	-8.156	9.534	0.009	-0.006	0.008
Si	2.72	-5.431	9.521	-0.019	-0.001	0.001
Si	5.446	-2.739	9.508	0.005	-0.006	-0.002
Si	-8.15	-0.008	9.517	-0.001	0	0.011
Si	-5.445	2.702	9.543	0.015	-0.002	0
Si	-8.196	5.453	9.548	-0.022	0.018	0.003
Si	-5.464	-8.153	9.497	-0.01	-0.001	0
Si	-8.154	-5.463	9.495	0.01	-0.021	-0.006
Si	-5.414	-2.722	9.491	0.001	0.001	0
Si	-1.343	-1.351	10.889	-0.006	0.005	0.011
Si	1.353	1.361	10.892	0.002	-0.008	-0.001
Si	-1.37	4.084	10.877	0	-0.013	-0.007
Si	1.378	-9.504	10.893	-0.01	0.01	0.001
Si	-1.35	-6.758	10.858	-0.002	0.003	-0.007
Si	1.37	-4.07	10.884	0.008	0.002	-0.001
Si	4.082	-1.372	10.87	-0.002	-0.002	-0.013
Si	6.795	1.357	10.868	0.011	0.018	-0.004
Si	4.083	4.097	10.884	-0.005	0.008	-0.008
Si	6.779	-9.514	10.911	0.002	-0.006	0.013
Si	4.074	-6.8	10.877	0.009	-0.001	-0.008
Si	6.805	-4.099	10.865	-0.016	-0.006	0.001
Si	-6.777	-1.368	10.86	-0.006	0.006	0.002
Si	-4.072	1.354	10.891	-0.007	0.001	0.003
Si	-6.822	4.07	10.873	0.007	0.002	-0.008
Si	-4.103	6.813	10.872	-0.005	-0.014	0.017
Si	-6.817	-6.814	10.878	-0.004	-0.007	0.005
Si	-4.073	-4.054	10.89	0.015	0.004	0.006
Si	0.006	0.002	12.259	-0.006	0.003	0.013
Si	2.719	2.741	12.235	0.028	0.027	-0.006
Si	0.005	5.442	12.231	-0.002	-0.009	-0.007
Si	2.733	-8.15	12.266	0.013	-0.009	0.006
Si	0.008	-5.42	12.247	0	0.003	-0.004
Si	2.738	-2.726	12.252	-0.001	-0.005	0.001
Si	5.439	-0.009	12.234	-0.022	-0.004	-0.004
Si	8.144	2.713	12.242	-0.016	-0.01	-0.001
Si	5.427	5.446	12.268	0.004	0.005	-0.004
Si	8.142	-8.161	12.259	-0.012	-0.006	0.01
Si	5.429	-5.445	12.231	0.002	-0.017	0.001
Si	8.175	-2.728	12.212	0.023	0.005	-0.009
Si	-5.434	-0.005	12.239	0.019	0.012	-0.006
Si	-2.72	2.726	12.244	0.002	0.007	-0.004
Si	-5.466	5.433	12.222	-0.021	-0.012	0.001
Si	-2.722	8.194	12.205	0.015	0.009	-0.001
Si	-5.448	-5.444	12.214	-0.005	-0.007	-0.018
Si	-2.708	-2.694	12.243	0.004	0.011	0.001
O	-1.192	-1.097	0.837	0.041	0.222	-0.411
O	0.826	0.625	0.162	0.106	0	-0.142
O	-10.695	2.157	-0.945	-0.108	-0.03	0.484
O	-3.82	4.215	-2.489	0.269	0.196	-0.748
O	2.442	-4.057	-3.321	0.036	-0.296	-0.281
O	4.657	-1.908	-7.104	-0.037	0.227	-0.226
O	3.962	4.051	0.938	-0.192	-0.152	-0.553
O	-8.008	-7.521	-0.426	-0.181	0.374	-0.325
O	3.231	-7.549	0.181	-0.044	-0.298	-0.202
O	-5.293	0.598	-0.028	0.13	0.477	-0.007
O	-6.928	-1.376	0.828	-0.211	0.166	-0.306
O	-3.115	7.665	-1.782	0.213	-0.355	-0.321
O	-3.425	1.723	-1.616	0.399	-0.308	0.042
O	-5.103	5.935	-1.015	-0.5	-0.069	0.317
O	-3.537	7.061	0.731	0.204	-0.279	0.315
O	-2.95	-2.632	-0.265	-0.013	-0.603	-0.292
O	-7.081	7.295	1.514	-0.148	-0.256	-0.361
O	-3.008	3.675	0.005	-0.147	0.211	-0.089
O	-5.346	5.393	2.283	-0.14	-0.154	-0.132
O	-3.156	3.133	23.656	-0.142	0.053	-0.193
O	-1.598	-1.949	22.04	-0.73	-0.197	-0.322
O	-0.275	0.297	21.939	0.463	-0.108	-0.113
O	-5.778	3.277	23.354	-0.012	0.46	0.027
O	5.038	-7.891	21.867	0.245	0.276	0.057
O	-8.721	4.33	-5.874	-0.174	-0.133	-0.244
O	-10.047	5.684	26.8	-0.114	0.174	0.292
O	-7.971	2.421	22.22	0.079	0.084	0.299
O	-7.328	-1.154	21.674	0.003	-0.3	-0.099
O	-7.267	4.792	21.543	0.118	0.215	0.371
O	-9.412	6.642	20.981	0.158	-0.123	0.505
O	-4.601	1.046	24.473	-0.328	-0.048	-0.002
O	-9.332	-6.325	24.733	0.37	-0.216	-0.378
O	-10.462	-4.176	25.684	-0.206	0.477	-0.043
O	0.424	6.367	-1.331	-0.002	0.002	0.069
O	0.799	6.258	23.22	-0.09	-0.079	0.428
O	4.327	-6.361	-1.808	0.045	0.091	-0.37
O	4.049	2.898	-2.91	-0.589	0.017	-0.129
O	-7.724	6.623	-5.086	-0.497	0	0.055
O	-4.705	-3.227	-2.005	0.061	-0.088	-0.068
O	3.128	1.179	-1.122	-0.047	-0.364	-0.08
O	-0.221	-1.13	-7.237	-0.236	-0.029	-0.294
O	-8.993	1.706	-5.654	-0.548	0.067	0.109
O	-5.443	7.919	-4.875	0.294	0.056	0.119
O	-7.89	-4.118	25.333	0.192	-0.425	0.302
O	0.372	-2.533	-2.506	-0.05	0.42	0.335
O	0.15	-0.723	25.858	0.048	0.437	-0.343
O	-3.63	-1.679	24.7	-0.41	-0.15	0.452
O	-1.785	1.454	-5.297	-0.084	0.029	0.254
O	-2.772	0.416	-7.555	0.49	0.176	-0.754
O	4.828	-1.141	23.23	-0.054	-0.429	0.419
O	0.633	-2.038	23.451	0.496	0.338	-0.094
O	-8.132	6.635	25.028	0.112	-0.307	0.065
O	-7.412	8.047	22.808	-0.269	-0.436	-0.325
O	-10.099	1.092	23.033	0.182	0.102	0.405
O	-4.069	-0.747	-1.878	-0.126	-0.022	-0.099
O	-9.418	-3.143	-7.477	-0.199	-0.155	-0.486
O	4.49	3.482	24.587	0.401	-0.153	0.492
O	-5.195	-3.945	-6.526	0.561	0.186	-0.103
O	-5.288	-7.806	-0.676	-0.381	-0.057	0.169
O	-6.609	-2.197	24.101	0.018	0.019	0.022
O	-6.613	-7.481	25.164	-0.17	0.257	0.671
O	4.265	0.9	24.827	-0.236	-0.228	0.404
O	-1.676	-6.918	-3.115	-0.156	-0.198	-0.596
O	-7.429	-4.852	-7.576	-0.19	-0.227	-0.589
O	-10.569	5.916	24.344	0.061	-0.025	-0.374
O	-8.906	4.074	-0.704	0.58	0.261	-0.149
O	-3.473	-6.059	-1.283	0.392	0.516	-0.289
O	-0.769	-3.754	-7.091	-0.051	0.068	-0.486
O	-5.556	6.672	24.186	-0.115	-0.684	-0.256
O	2.783	-2.405	-5.307	-0.611	0.266	0.232
O	-0.744	-0.21	-3.432	-0.219	0.114	0.455
O	3.253	-6.006	23.018	-0.41	0.067	0.711
O	-5.682	-6.548	-6.72	-0.392	-0.034	0.175
O	-8.158	1.81	-1.727	0.013	-0.633	-0.348
O	0.183	2.287	-3.711	0.181	-0.154	-0.22
O	-9.717	-7.609	-2.323	0.228	0.014	0.093
O	2.604	-3.49	-7.701	-0.201	-0.028	0.033
O	-7.372	2.866	-4.027	0.322	0.037	-0.195
O	3.99	-2.021	-2.977	-0.202	0.308	0.237
O	2.489	5.801	-2.741	0.227	-0.028	0.172
O	-5.984	-6.076	23.021	-0.001	0.489	0.187
O	4.537	4.825	22.387	0.101	0.142	0.058
O	-5.837	5.729	-3.496	-0.091	-0.267	-0.477
O	5.341	-6.41	-4.209	-0.045	-0.279	-0.527
O	2.77	7.799	22.953	0.083	-0.26	-0.313
O	5.131	-5.156	21.684	-0.028	-0.691	-0.57
O	3.103	5.666	24.45	-0.207	-0.027	0.298
O	0.725	0.515	-5.499	0.429	-0.163	0.399
O	4.775	-3.912	-4.66	-0.081	-0.026	-0.214
O	-0.961	-5.84	24.908	0.269	-0.282	-0.005
O	0.244	6.334	-3.997	-0.655	-0.371	-0.084
O	4.68	-7.596	24.463	-0.28	-0.349	0.227
O	0.737	-7.414	-4.159	0.438	0.132	-0.036
O	-2.832	-4.221	23.878	-0.511	-0.097	-0.189
O	-5.345	-1.819	-4.905	0.063	0.291	0.489
O	-3.386	-7.742	-6.42	0.247	-0.039	0.648
O	-0.498	-4.339	22.778	0.233	-0.176	-0.176
O	2.331	-0.833	-7.282	0.417	0.282	-0.566
O	-9.746	6.712	-6.746	-0.323	-0.107	0.282
O	-0.548	2.444	23.44	0.155	-0.203	0.521
O	-9.388	-4.078	23.22	-0.106	0.532	0.267
O	-9.966	3.382	-3.865	0.039	-0.059	0.048
O	-2.611	-1.986	-6.581	-0.297	-0.58	0.518
O	-9.383	-0.719	-6.446	-0.252	-0.073	0.316
O	-9.518	-4.472	-3.077	0.039	-0.229	0.401
O	-2.799	6.676	24.593	0.307	0.054	-0.012
O	5.036	0.343	-2.7	0.227	0.104	-0.351
O	-6.876	0.081	-5.844	0.245	0.091	0.542
O	1.054	2.814	-1.249	0.089	0.38	-0.018
O	-5.862	-3.155	26.611	0.053	0.291	0.399
O	-9.332	-5.011	-5.666	-0.103	-0.423	-0.098
O	-4.921	-1.016	-7.377	-0.271	-0.248	-0.685
O	-2.896	5.318	26.742	-0.46	0.033	-0.024
O	-7.524	-3.074	-5.665	-0.489	0.548	0.492
O	3.488	-4.505	26.656	-0.158	-0.516	-0.16
O	2.213	2.598	25.544	-0.469	-0.298	-0.117
O	-2.242	-2.341	-2.787	0.149	-0.358	0.005
O	-6.263	3.688	-1.827	-0.076	-0.105	0.219
O	-4.13	-7.433	24.362	0.44	0.22	0.051
O	0.194	-5.189	-2.771	0.028	-0.015	0.189
O	-1.151	-2.767	25.182	0.039	-0.078	0.151
O	-7.854	-1.593	26.335	0.122	0.151	0.292
O	-9.716	-1.854	-2.569	0.248	0.183	-0.776
O	1.594	7.596	25.352	0.336	0.554	0.144
O	2.537	7.114	-5.009	0.122	-0.021	-0.425
O	5.42	5.054	-2.084	-0.413	0.325	0.065
O	-8.695	6.467	-1.512	0.362	-0.287	-0.024
O	1.028	-5.595	-7.114	0.104	-0.696	0.045
O	-1.404	3.389	-2.02	-0.029	-0.133	-0.251
O	-4.953	-0.711	22.683	-0.107	0.594	-0.466
O	-1.527	-6.254	-7.635	0.063	0.224	-0.335
O	-7.193	8	-2.903	0.184	0.263	0.095
O	-1.264	4.568	24.805	0.107	-0.08	0.341
O	-5.524	-3.103	21.861	-0.173	-0.407	0.196
O	4.367	7.652	-3.217	0.044	-0.032	-0.063
O	0.11	-7.238	26.891	0.222	0.162	0.28
O	4.367	5.196	-4.383	-0.057	-0.153	-0.476
O	-5.402	7.255	-7.457	0.172	0.117	-0.184
O	-6.045	-5.448	-1.725	-0.534	-0.305	-0.282
O	-3.72	2.715	-6.782	0.023	0.223	0.491
O	-3.31	-3.612	26.381	0.2	0.208	0.454
O	-2.475	0.157	23.358	0.228	0.319	0.381
O	-0.811	-5.582	-5.2	-0.288	0.341	0.023
O	-5.146	-5.257	25.395	0.067	0.226	-0.292
O	-5.791	1.192	-2.58	-0.167	-0.124	-0.546
O	-5.875	-4.282	-4.042	0.181	-0.612	-0.322
O	-0.672	6.64	26.306	-0.17	0.088	0.006
O	5.324	-6.524	26.745	0.149	-0.259	0.64
O	-7.395	-3.196	-2.167	0.177	0.509	0.22
O	1.573	-2.919	25.72	-0.004	-0.443	0.034
O	-7.49	5.707	-7.614	-0.186	-0.159	-0.173
O	-9.824	-0.443	25.118	0.09	-0.302	-0.224
O	3.455	-3.22	22.474	-0.506	-0.076	0.607
O	-4.279	0.563	-5.383	0.005	0.267	0.691
O	-0.632	-2.366	-4.894	0.151	-0.015	-0.151
O	0.319	7.54	-6.383	-0.112	0.221	-0.103
O	-4.822	3.288	25.741	-0.012	0.631	0.046
O	-10.513	5.922	0.322	0.053	0.589	-0.128

Results
total energy: -107785.353 eV
total energy less fixed offsets of O -438.25, Si -107.07 eV per atom: 3.347 eV
